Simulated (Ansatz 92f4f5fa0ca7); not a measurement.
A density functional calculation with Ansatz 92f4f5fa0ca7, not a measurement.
Periodic cell of 223 atoms, Si133O90, from a study of silicon, its oxide and their interface. The atomic structure is a simulated model.
Doubt: the cutoff is low for norm-conserving oxygen, so forces and energies are approximate.

Settings
functional: HSE06
potential files: SPMS norm-conserving
basis: plane waves
wave-function cutoff: 800 eV
density cutoff ratio: 4
exchange-correlation grid ratio: 1
k mesh: 1 x 1 x 1, Gamma-centred
occupations: fixed
spin: none
net charge: 0

Cell vectors (angstrom)
a 10.938 0 0
b 0 10.938 0
c 0 0 32.7449

Atoms: element, x, y, z (angstrom)
Si 0.1552 -0.1802 25.1676
Si 5.1983 0.2923 25.3187
Si 2.9419 2.3977 25.6068
Si 7.9947 3.0279 25.2609
Si -0.3251 5.821 25.2347
Si 5.5643 5.0425 25.3625
Si 2.3861 8.4783 25.0891
Si 8.2364 7.927 25.1439
Si 1.2883 1.2267 26.7102
Si 6.8453 1.403 26.5801
Si 4.1053 3.9951 26.8273
Si 9.5548 4.173 26.5879
Si 1.3172 6.9109 26.5291
Si 6.735 6.7649 26.5405
Si 4.0368 9.5499 26.4982
Si 9.4699 9.5519 26.4395
Si 2.744 -0.0646 28.0011
Si 8.2039 -0.0041 27.911
Si -0.0214 2.7524 27.9497
Si 5.5336 2.6843 28.0666
Si 2.6921 5.5109 27.9469
Si 8.1674 5.4941 27.9705
Si -0.0488 8.2562 27.9229
Si 5.4356 8.2075 27.9044
Si 4.1018 1.3673 29.3266
Si 9.5708 1.3673 29.3266
Si 1.3673 4.1018 29.3266
Si 6.8362 4.1018 29.3266
Si 4.1018 6.8362 29.3266
Si 9.5708 6.8362 29.3266
Si 1.3673 9.5708 29.3266
Si 6.8362 9.5708 29.3266
Si 0 0 30.6939
Si 5.469 0 30.6939
Si 2.7345 2.7345 30.6939
Si 8.2035 2.7345 30.6939
Si 0 5.469 30.6939
Si 5.469 5.469 30.6939
Si 2.7345 8.2035 30.6939
Si 8.2035 8.2035 30.6939
Si 1.3673 1.3673 32.0611
Si 6.8362 1.3673 32.0611
Si 4.1018 4.1018 32.0611
Si 9.5708 4.1018 32.0611
Si 1.3673 6.8362 32.0611
Si 6.8362 6.8362 32.0611
Si 4.1018 9.5708 32.0611
Si 9.5708 9.5708 32.0611
Si 2.7345 0 0.6835
Si 8.2035 0 0.6835
Si 0 2.7345 0.6835
Si 5.469 2.7345 0.6835
Si 2.7345 5.469 0.6835
Si 8.2035 5.469 0.6835
Si 0 8.2035 0.6835
Si 5.469 8.2035 0.6835
Si 4.1018 1.3673 2.0507
Si 9.5708 1.3673 2.0507
Si 1.3673 4.1018 2.0507
Si 6.8362 4.1018 2.0507
Si 4.1018 6.8362 2.0507
Si 9.5708 6.8362 2.0507
Si 1.3673 9.5708 2.0507
Si 6.8362 9.5708 2.0507
Si 0 0 3.418
Si 5.469 0 3.418
Si 2.7345 2.7345 3.418
Si 8.2035 2.7345 3.418
Si 0 5.469 3.418
Si 5.469 5.469 3.418
Si 2.7345 8.2035 3.418
Si 8.2035 8.2035 3.418
Si 1.4545 1.3033 4.7909
Si 6.8108 1.4156 4.7738
Si 4.0478 4.1417 4.8201
Si 9.5899 4.0968 4.8272
Si 1.3755 6.808 4.8461
Si 6.8726 6.8308 4.7337
Si 4.0753 9.6009 4.8084
Si 9.6411 9.5064 4.6628
Si 2.7823 -0.0133 6.3392
Si 8.3263 0.0013 5.8772
Si 0.1163 2.7026 6.1025
Si 5.441 2.7988 6.1823
Si 2.6997 5.4786 6.3379
Si 8.2326 5.5381 6.1838
Si -0.0071 8.2142 6.1513
Si 5.5141 8.232 6.0373
Si 3.9327 1.6751 7.6355
Si 9.9044 1.0301 7.2511
Si 1.5348 3.7839 7.6506
Si 6.5752 4.4616 7.4408
Si 4.4006 6.7433 7.4494
Si 9.2623 7.2384 7.5095
Si 1.1153 9.7024 7.5804
Si 7.1174 9.503 7.1933
O 9.44 6.8714 24.6878
O 4.0424 1.4022 24.8403
O 8.0992 8.3578 7.8532
O 2.7352 2.7293 8.1177
O 6.7893 4.0718 24.791
O 1.2834 9.6496 24.6754
O 5.4701 5.5841 7.983
O -0.0074 -0.0664 7.9915
O 7.2997 3.8551 8.7842
O 6.6354 10.5317 8.3611
O 9.8295 6.8836 9.0127
O 1.5575 8.8054 8.9344
O 4.725 1.2266 9.0274
O 0.6279 4.1893 8.9884
O 9.0185 1.7904 8.3789
O 3.9459 7.7267 8.6997
O 7.413 8.4237 23.7772
O 8.7741 2.5329 23.8896
O 4.5401 5.4439 24.1275
O 2.0432 3.2799 24.5761
O 10.5569 0.5906 23.7959
O 0.4105 5.2719 23.8617
O 2.8302 7.8171 23.6379
O 5.9696 10.6326 23.9969
Si 8.477 2.1536 20.3248
Si 2.4506 14.9949 16.6804
Si -1.0155 8.7552 12.9743
Si 18.6685 6.8837 17.5449
Si 7.4465 -0.8519 14.5469
Si 6.6947 3.9776 16.7243
Si -3.8503 3.5516 13.7363
Si 1.3032 4.0104 23.3499
Si 5.2667 1.1839 13.5531
Si 10.1617 8.1803 18.3681
Si 8.1915 2.6689 9.4441
Si -8.1738 12.6724 14.7382
Si 3.5074 -4.4677 15.1844
Si 5.5709 8.4761 16.474
Si 4.0773 5.0038 22.6159
Si 4.1958 -0.4749 18.45
Si -1.3862 6.8034 10.617
Si 4.1091 7.2856 12.2368
Si 4.3337 13.6656 18.33
Si 12.95 8.4929 19.5108
Si -1.6774 2.5743 17.5343
Si 11.775 2.7013 12.9576
Si -0.9416 12.8466 22.9955
Si 7.027 6.1594 12.1806
Si 10.7809 4.0806 10.4313
Si 9.5606 10.6807 16.6212
Si 6.3554 9.4052 22.9955
Si -2.1913 -4.1833 14.6244
Si 0.5616 -0.047 14.1424
Si 2.9182 8.4098 9.7711
Si -4.5251 11.0422 20.5814
Si 1.4787 6.7398 17.1558
Si 5.7788 2.8661 21.112
Si 3.6355 7.8381 22.2072
Si 4.488 10.14 11.5778
Si -1.2004 3.7522 14.8348
Si 6.1026 0.5084 9.5748
O 8.8704 7.1931 18.7094
O 4.5407 -2.0991 12.5599
O 5.6351 1.27 21.4585
O 4.6296 9.661 17.0895
O -4.9675 2.5637 13.1025
O 2.3295 -3.7113 18.493
O 3.3749 9.8512 10.4108
O -0.4075 5.5662 11.0841
O 11.2769 -1.275 13.0917
O 5.2853 3.3567 17.183
O 6.5421 4.2587 15.1182
O 6.4705 7.9078 17.7275
O 10.9612 7.4175 17.1789
O 3.5075 6.564 13.5608
O -7.4871 4.9027 15.6723
O 10.0532 7.5174 14.0292
O 15.3043 1.5005 14.8841
O 9.4187 1.5549 21.5142
O -5.4612 6.4976 11.7956
O 7.2576 4.5907 12.5042
O 18.4574 6.9341 13.5437
O 2.9689 14.5271 18.1555
O 7.2022 16.2658 17.522
O 7.1556 1.622 10.1458
O 14.9948 1.127 18.1493
O 2.5238 4.511 22.3972
O 5.3612 10.2814 19.5936
O -2.3992 2.8531 14.1266
O 0.0672 1.2887 13.3185
O 2.7441 20.7927 18.9334
O -6.7096 0.5569 12.4449
O 6.4984 11.1155 13.7627
O -3.5649 14.1543 20.9321
O 8.348 7.3068 16.0887
O 4.1793 6.3672 21.7364
O -1.7888 5.2357 14.8668
O -2.9738 -4.4251 10.8939
O 11.2799 8.5677 19.5348
O 2.1237 13.563 15.95
O -1.0389 8.1816 11.439
O 2.953 7.3411 11.0461
O 5.8908 -0.5395 10.8017
O 7.0714 9.9915 21.6462
O 12.2067 5.1175 17.0714
O 7.612 0.8622 19.7388
O -1.1171 12.007 17.4874
O 8.1594 -0.1232 15.8159
O 8.5651 -1.3568 13.4461
O -8.8504 11.1803 14.6434
O 4.7925 7.185 15.8603
O 4.9666 8.7354 22.4676
O -0.2204 -0.4491 15.5064
O -0.8205 3.3691 16.3851
O 9.3086 3.361 10.3936
O 9.519 9.521 17.7419
O 2.6147 8.322 21.0213
O 9.3303 2.9221 19.1437
O 2.4107 2.5542 13.3553
O 0.7658 3.1624 11.4104
O 0.2773 2.95 22.6709
O 7.7183 13.6935 17.0601
O 4.9591 3.1295 19.7503
O 2.1947 7.2369 15.7779
O 22.01 3.812 13.9211
O 5.1136 14.7609 22.2227
O 6.4259 -1.9297 15.2003

Results
free energy: -55384.178 eV
free energy less fixed offsets of O -447.96, Si -113.29 eV per atom: -0.208 eV
gap between the highest filled and lowest empty level on this k mesh: 1.208 eV

The program warned: the cutoff lies below the one the program advises for these potential files; the forces do not sum to zero within the program's tolerance; the exchange-correlation potential is rough where the density is thin.
